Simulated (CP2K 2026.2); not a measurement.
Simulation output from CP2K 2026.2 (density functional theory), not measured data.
Periodic cell of 509 atoms, Si360O149, from a study of silicon, its oxide and their interface. The atomic structure is a simulated model.
Doubt: the forces sum to 3.58 eV/angstrom along one axis rather than to zero, so they err by at least 0.0070 eV/angstrom per atom on average; the grid cutoff is modest.

Settings
functional: PBE
method: Gaussian and plane waves
basis set: DZVP-MOLOPT-SR-GTH
pseudopotentials: GTH-PBE
grid cutoff: 350 Ry, relative cutoff 50 Ry
k points: Gamma only
occupations: fixed
spin: none
net charge: 0

Cell vectors (angstrom)
a	16.32	0	0
b	0	16.32	0
c	-4.755	2.4681	33.8777

Atoms and the computed forces on them: element, x, y, z (angstrom), force x, y, z (eV/angstrom)
Si	1.184	0.768	1.477	0.006	-0.24	0.557
Si	-2.965	6.485	32.356	0.046	-0.002	0.233
Si	14.566	4.409	1.372	-0.034	-0.042	-0.047
Si	0.817	7.467	1.494	-0.094	0.116	0.701
Si	15.503	9.269	1.546	0.12	-0.152	0.47
Si	2.136	12.076	1.792	0.009	0.036	0.018
Si	-1.699	2.349	25.408	-0.046	0.12	-0.124
Si	4.068	18.205	31.612	0.004	0.069	0.026
Si	3.741	3.205	0.966	-0.288	-0.255	0.433
Si	2.117	3.87	30.831	-0.138	0.006	-0.025
Si	3.663	10.222	1.616	-0.025	0.032	0.035
Si	6.744	12.143	0.378	-0.02	-0.036	0.077
Si	7.217	14.859	0.082	-0.053	0.158	0.272
Si	11.087	1.858	0.922	-0.376	0.43	0.32
Si	9.663	3.677	1.498	0.289	-0.293	0.411
Si	12.756	6.13	1.236	0.061	-0.007	-0.018
Si	7.206	7.125	0.531	0.494	-0.451	-0.347
Si	9.578	2.64	32.618	0.185	0.026	0.17
Si	-0.28	15.884	2.903	-0.047	-0.05	-0.023
Si	2.508	2.32	2.745	0.002	0.02	-0.088
Si	-0.055	5.523	2.619	0.015	0.005	-0.072
Si	2.671	8.343	2.689	-0.044	-0.065	-0.088
Si	0.22	11.01	2.826	-0.006	-0.036	0.03
Si	3.125	13.905	3.03	0.045	0.118	0.001
Si	4.877	15.805	2.899	-0.003	-0.088	-0.009
Si	8.049	2.628	2.834	0.242	0.286	0.283
Si	5.418	5.399	2.571	-0.093	-0.019	0.767
Si	8.619	8.631	2.786	0.185	0.131	0.56
Si	5.496	10.973	2.899	-0.377	-0.299	0.268
Si	8.646	14.337	2.88	0.199	-0.116	0.591
Si	10.407	16.024	2.924	-0.055	-0.239	0.465
Si	13.531	2.773	2.72	0.343	0.231	0.294
Si	10.974	5.299	2.657	-0.035	0.047	-0.004
Si	13.651	8.053	2.54	0.001	0.026	-0.015
Si	10.426	10.303	2.769	-0.274	-0.108	0.633
Si	14.198	14.214	2.712	0.063	-0.039	0.01
Si	14.929	1.335	4.026	-0.043	0.024	0.03
Si	1.315	4.033	3.905	-0.032	-0.002	0.056
Si	14.938	6.798	4.088	0.042	0.028	0.009
Si	1.407	9.578	4.239	0.031	0.032	-0.039
Si	15.022	12.354	4.002	-0.031	0.059	-0.024
Si	1.379	14.914	4.263	0.08	0.042	-0.005
Si	3.98	1.236	4.203	0.038	-0.049	-0.03
Si	6.72	4.084	4.068	-0.068	0.001	-0.03
Si	4.054	6.829	3.9	0.048	-0.006	-0.004
Si	6.863	9.519	4.109	0.057	-0.006	0.018
Si	4.241	12.334	4.354	0.037	0.049	-0.095
Si	6.754	15.003	4.167	0.011	0.008	-0.034
Si	9.418	1.351	4.26	0.024	0.013	0.002
Si	12.206	4.025	4.188	0.015	-0.009	-0.047
Si	9.608	6.797	3.947	-0.038	-0.01	0.005
Si	12.241	9.391	3.986	-0.049	0.002	-0.015
Si	9.527	12.278	3.845	-0.01	0.03	-0.004
Si	12.304	15.036	3.961	-0.025	-0.061	0.007
Si	13.556	16.373	5.445	0.047	-0.003	-0.038
Si	-0.034	2.738	5.366	0.015	0.013	0.021
Si	13.594	5.433	5.467	-0.001	0.023	-0.007
Si	-0.016	8.162	5.451	-0.009	-0.026	0.04
Si	13.598	10.893	5.27	0.008	0.011	-0.016
Si	0.029	13.529	5.551	-0.049	0.003	0.004
Si	2.643	16.324	5.632	-0.021	-0.034	0.023
Si	5.397	2.684	5.431	0.013	0.009	0.039
Si	2.697	5.427	5.279	0.015	-0.019	-0.006
Si	5.448	8.115	5.363	-0.032	-0.005	0.003
Si	2.79	10.915	5.557	-0.03	-0.053	0.004
Si	5.582	13.644	5.671	-0.019	-0.008	0.05
Si	8.049	16.353	5.584	-0.064	0.011	0.06
Si	10.836	2.706	5.53	0.03	0.009	0.023
Si	8.176	5.462	5.336	0.002	-0.02	-0.014
Si	10.934	8.081	5.433	-0.026	0.019	0.025
Si	8.194	10.985	5.389	0.002	-0.041	0.009
Si	10.947	13.556	5.296	0.041	0.032	-0.097
Si	14.945	14.98	6.785	0.011	0.013	-0.028
Si	1.282	1.423	6.854	-0.045	-0.006	-0.026
Si	14.959	4.065	6.791	0.027	0.001	0.005
Si	1.369	6.764	6.735	0.012	-0.008	0.004
Si	14.93	9.557	6.738	-0.011	0.031	0.014
Si	1.383	12.211	6.913	0.023	0.012	0.006
Si	4.088	14.976	6.915	0.029	0.027	-0.019
Si	6.728	1.403	6.902	0.007	0.038	0.015
Si	4.035	4.093	6.732	-0.013	-0.013	-0.008
Si	6.813	6.787	6.739	0.013	0.009	-0.002
Si	4.147	9.484	6.806	0.004	-0.046	-0.014
Si	6.899	12.218	6.92	0.04	-0.008	0.003
Si	9.54	14.914	6.73	0.017	-0.016	-0.007
Si	12.222	1.356	6.855	-0.017	0.04	0.014
Si	9.478	4.117	6.798	-0.025	0.005	-0.006
Si	12.247	6.771	6.843	-0.009	0.006	0.022
Si	9.551	9.538	6.709	-0.007	0.012	0.002
Si	12.262	12.221	6.72	-0.005	-0.028	0.013
Si	-0.045	16.336	8.184	-0.002	-0.005	-0.005
Si	2.698	2.762	8.163	0.006	0.03	-0.002
Si	0.013	5.433	8.135	-0.025	-0.008	0.015
Si	2.732	8.126	8.119	-0.015	0.025	-0.012
Si	-0.024	10.845	8.177	0.006	-0.021	0.009
Si	2.732	13.596	8.237	0	0.006	0.013
Si	5.412	16.35	8.262	0.004	-0.018	-0.007
Si	8.138	2.761	8.186	0.017	-0.002	0
Si	5.435	5.431	8.103	0.003	-0.026	-0.008
Si	8.166	8.18	8.091	0.025	0.015	-0.003
Si	5.48	10.846	8.19	-0.009	0.001	0.009
Si	8.243	13.604	8.209	0.032	0.005	-0.001
Si	10.859	16.283	8.15	-0.03	-0.016	-0.016
Si	13.598	2.725	8.176	-0.002	0.011	0.007
Si	10.86	5.435	8.177	-0.003	-0.008	-0.002
Si	13.603	8.186	8.138	0.012	0.006	-0.003
Si	10.907	10.871	8.109	-0.03	-0.002	0.005
Si	13.596	13.589	8.122	0.005	0.003	-0.008
Si	-1.35	1.39	14.926	-0.017	0.014	0.004
Si	1.405	4.102	14.958	0.006	-0.014	-0.013
Si	-1.34	6.824	14.932	0.013	-0.007	-0.007
Si	1.351	9.531	14.971	-0.011	0.034	-0.012
Si	-1.343	12.243	14.98	0.016	-0.006	-0.009
Si	1.374	14.948	14.949	0.009	-0.004	0.002
Si	4.072	1.347	14.99	0.002	0.022	0
Si	6.803	4.071	14.949	0.01	-0.023	-0.002
Si	4.076	6.812	14.99	-0.001	0.003	0.009
Si	6.774	9.518	14.985	-0.001	-0.002	0.002
Si	4.095	12.213	14.979	-0.002	-0.019	0.001
Si	6.786	14.943	14.966	-0.007	0.028	-0.001
Si	9.526	1.356	14.95	-0.006	-0.02	-0.005
Si	12.236	4.09	14.937	-0.001	0.003	0.001
Si	9.506	6.809	14.938	-0.011	0.003	-0.005
Si	12.245	9.541	14.955	-0.009	0.007	0.001
Si	9.496	12.223	14.953	0.002	-0.005	-0.004
Si	12.246	14.949	14.953	0.016	-0.013	-0.006
Si	13.608	16.351	16.267	-0.004	-0.025	-0.005
Si	0.053	2.725	16.273	0.011	0.006	-0.001
Si	13.598	5.482	16.264	-0.006	-0.005	-0.001
Si	0.003	8.165	16.334	-0.004	-0.001	0.004
Si	13.6	10.897	16.336	0.003	0.013	0.008
Si	0.035	13.601	16.332	-0.009	-0.021	-0.009
Si	2.715	16.282	16.347	-0.021	0	0.005
Si	5.45	2.72	16.324	0.001	-0.024	0.004
Si	2.735	5.454	16.369	-0.02	-0.025	-0.004
Si	5.414	8.169	16.369	-0.011	0.016	-0.003
Si	2.712	10.871	16.348	-0.026	-0.015	0.008
Si	5.461	13.559	16.352	0.02	-0.003	0.016
Si	8.162	16.307	16.3	0.016	0.011	-0.011
Si	10.889	2.72	16.305	0.009	-0.004	-0.004
Si	8.146	5.446	16.296	-0.018	0.001	-0.004
Si	10.865	8.18	16.284	0.024	0.022	-0.008
Si	8.123	10.889	16.339	-0.003	0.031	-0.01
Si	10.879	13.563	16.287	-0.005	0.031	-0.013
Si	-1.329	15.022	17.612	0.043	0.037	-0.01
Si	1.35	1.346	17.688	-0.029	0.026	0.009
Si	-1.299	4.139	17.551	0.011	0.03	-0.004
Si	1.383	6.843	17.727	-0.013	0.003	-0.016
Si	-1.392	9.5	17.687	0.018	-0.015	0.003
Si	1.373	12.237	17.725	0.043	-0.007	0.014
Si	4.078	14.893	17.698	-0.034	-0.013	0.039
Si	6.826	1.358	17.661	-0.008	0.002	-0.021
Si	4.114	4.079	17.714	0.01	0.029	-0.009
Si	6.764	6.759	17.685	0.025	0	0.001
Si	4.031	9.511	17.753	0.003	0.02	-0.008
Si	6.808	12.227	17.783	0.016	-0.026	0.027
Si	9.508	14.903	17.627	-0.034	-0.022	-0.015
Si	12.242	1.338	17.657	0.016	-0.006	0.057
Si	9.543	4.121	17.633	-0.006	-0.002	0.015
Si	12.24	6.848	17.632	0.002	0.005	-0.008
Si	9.491	9.516	17.649	-0.008	-0.029	-0.005
Si	12.227	12.257	17.696	-0.022	-0.022	0.074
Si	-0.037	16.342	19.081	-0.003	-0.016	-0.019
Si	2.756	2.678	19.013	-0.015	-0.023	0.009
Si	-0.044	5.503	19.005	-0.01	0.01	-0.004
Si	2.715	8.153	19.191	0.002	-0.016	0.007
Si	-0.015	10.841	19.017	0.006	0.032	-0.032
Si	2.73	13.564	19.15	-0.006	-0.006	-0.001
Si	5.505	16.238	18.976	0.022	0.028	0.009
Si	8.165	2.796	18.975	0.007	-0.003	-0.011
Si	5.424	5.449	19.139	-0.05	0	-0.014
Si	8.148	8.116	18.983	-0.034	-0.014	-0.015
Si	5.366	10.883	19.115	-0.021	0.034	0.007
Si	8.265	13.567	19.123	0.031	0.023	-0.027
Si	10.83	16.251	18.975	0.034	-0.009	-0.002
Si	-2.612	2.756	18.851	-0.027	-0.028	-0.013
Si	10.914	5.491	18.985	0.002	0.016	0.021
Si	13.518	8.201	19.074	-0.034	0.03	-0.038
Si	10.853	10.839	19.027	0.02	0.003	-0.022
Si	13.591	13.747	18.946	0.008	-0.014	0.002
Si	-1.44	17.749	20.391	-0.059	-0.036	0.068
Si	1.332	4.085	20.247	0.039	0.011	0.02
Si	-1.451	6.839	20.407	0.037	0	0.009
Si	1.284	9.527	20.495	-0.047	0.04	-0.026
Si	-1.438	12.271	20.191	0.033	-0.027	-0.055
Si	1.348	14.991	20.442	0.038	-0.036	-0.027
Si	4.168	17.59	20.319	0.007	0.036	0.004
Si	6.876	4.13	20.444	-0.027	-0.053	0.002
Si	4.067	6.757	20.609	-0.023	0.016	-0.018
Si	6.731	9.408	20.314	0.038	-0.072	0.046
Si	4.079	12.227	20.62	0.036	-0.029	-0.021
Si	6.897	14.961	20.414	0.02	0.033	0.037
Si	9.544	17.734	20.25	-0.021	-0.045	-0.035
Si	12.394	4.109	20.178	-0.011	0.032	-0.035
Si	9.555	6.839	20.366	0.013	0.047	-0.055
Si	12.145	9.538	20.497	0.054	-0.058	0.014
Si	9.637	12.18	20.51	0.018	0.078	0.065
Si	12.237	15.027	20.429	-0.027	0.04	0.063
Si	12.947	17.036	21.601	0.031	0.01	-0.02
Si	0.022	2.756	21.652	-0.043	0.034	0.044
Si	-2.707	5.372	21.767	-0.019	-0.02	-0.028
Si	-0.349	8.376	21.803	-0.247	0.264	-0.461
Si	13.224	11.341	21.586	-0.07	0.04	0.042
Si	-0.123	13.574	21.602	0.402	-0.222	-0.195
Si	2.834	16.289	21.756	0.03	-0.07	0.009
Si	5.719	2.474	21.636	-0.207	0.164	-0.707
Si	2.576	5.317	21.793	-0.076	-0.038	0.13
Si	5.633	8.006	21.913	0.024	-0.026	0.028
Si	2.57	10.877	21.959	-0.171	0.38	-0.307
Si	5.637	13.601	21.858	-0.037	-0.021	0.001
Si	8.004	16.663	21.647	0.087	-0.164	-0.712
Si	11.261	2.5	21.382	0.018	-0.031	0.052
Si	8.406	5.361	21.781	0.021	-0.101	0.008
Si	10.795	8.121	21.936	-0.001	0.026	0.02
Si	8.169	10.674	21.606	0.008	0.091	0.005
Si	11.481	13.167	21.768	0.035	-0.085	-0.018
Si	-1.236	15.082	23.904	-0.453	0.543	-0.107
Si	1.82	1.796	22.809	0.036	-0.008	-0.027
Si	-1.033	4.327	23.064	0.339	0.173	-0.468
Si	0.759	5.956	23.251	-0.054	-0.617	-0.668
Si	-1.575	10.133	22.948	-0.183	-0.081	-0.636
Si	-2.277	9.253	28.478	0.024	-0.031	0.035
Si	4.37	15.079	23.161	-0.08	0.026	-0.732
Si	2.081	17.179	27.188	-0.008	-0.019	0.124
Si	3.379	3.556	23.18	-0.531	0.017	-0.631
Si	7.495	7.123	23.115	0.107	0.183	-0.437
Si	4.713	9.444	23.521	0.099	-0.424	-0.409
Si	6.74	11.819	23.032	0.165	0.312	-0.707
Si	5.994	16.079	25.402	-0.061	0.071	-0.107
Si	1.616	3.822	27.874	-0.103	-0.087	0.034
Si	10.285	4.192	22.74	0.158	0.301	-0.458
Si	11.769	6.184	22.978	-0.031	0.017	0.153
Si	8.927	9.081	23.178	0.02	0.024	0.022
Si	11.284	14.026	23.987	0.106	-0.137	-0.605
Si	6.927	17.807	27.654	0	0.034	-0.065
Si	2.484	10.032	27.381	-0.006	0.069	0.047
Si	5.084	6.77	28.862	-0.035	0.032	0
Si	5.795	0.895	1.238	-0.364	-0.279	0.504
Si	-2.756	14.908	33.401	0.132	-0.044	0.664
Si	7.327	14.981	32.44	-0.003	-0.042	0.021
Si	8.845	15.597	24.502	-0.022	0.001	-0.045
Si	4.069	7.914	26.141	0.025	0.036	-0.017
Si	8.505	10.659	25.056	-0.099	-0.585	-0.432
Si	0.906	12.097	23.087	0.257	0.126	-0.74
Si	-0.406	13.131	33.281	-0.411	-0.029	0.618
Si	7.294	8.371	30.168	-0.005	0.09	0.145
Si	10.866	5.304	33.759	-0.376	0.451	0.288
Si	11.318	11.818	25.983	0.066	0.028	-0.003
Si	6.671	3.236	32.02	-0.036	0.216	-0.092
Si	10.241	12.285	28.77	0.046	-0.058	0.093
Si	-1.363	13.107	26.38	0.035	0.008	0.077
Si	-0.094	17.962	30.814	-0.105	0.007	-0.052
Si	11.699	2.636	30.657	0.069	-0.036	-0.04
Si	3.316	14	29.745	-0.033	-0.001	-0.07
Si	-3.182	4.908	29.761	-0.095	0.143	0.021
Si	12.076	7.064	27.998	-0.11	0.111	-0.039
Si	-1.153	3.067	28.387	0.12	-0.054	-0.199
Si	7.011	4.317	29.018	0.042	0.024	0.127
Si	-2.462	10.226	25.787	-0.019	-0.005	-0.067
Si	0.646	15.47	29.443	0.002	0.114	0.049
Si	8.974	6.496	28.644	0.043	0.011	-0.076
Si	-3.391	11.574	30.09	-0.046	-0.047	0.005
Si	8.427	6.356	25.804	-0.066	0.001	-0.053
Si	11.376	6.359	25.281	0.299	-0.028	-0.762
Si	0.89	17.025	24.566	0.211	0.367	-0.49
Si	-2.313	14.232	29.054	0.087	-0.053	-0.012
Si	3.872	8.132	33.215	-0.495	0.458	0.409
Si	0.128	10.418	32.413	0.013	-0.099	0.087
Si	2.654	5.328	25.483	-0.038	-0.065	-0.171
Si	9.969	3.87	25.707	0.025	0.001	-0.068
Si	10.826	13.781	33.143	0.002	-0.008	0.169
Si	6.519	12.434	33.606	-0.02	-0.021	0.079
Si	4.767	11.841	27.926	0.045	0.062	-0.011
Si	9.533	14.642	30.51	-0.018	0.008	0.019
Si	1.502	12.75	26.107	-0.016	-0.009	0.01
Si	11.619	16.391	29.104	-0.04	-0.023	0.019
Si	2.527	6.806	30.633	0.14	0.045	0.138
Si	4.465	16.735	28.921	-0.025	0.076	0.04
Si	-3.049	16.49	23.843	0.417	-0.06	-0.493
Si	-2.593	17.985	32.801	0.094	0.016	0.052
Si	6.87	9.328	33.124	0.259	-0.338	0.505
Si	9.789	17.349	26.868	0.045	-0.002	-0.028
Si	4.467	14.099	32.597	0.115	0.045	0.07
Si	0.581	8.993	29.671	-0.059	0.006	-0.079
Si	14.139	13.903	0.373	-0.06	0.076	0.618
Si	-2.736	9.535	32.486	0.006	0.078	0.013
Si	4.096	13.898	25.907	-0.019	0.025	-0.102
Si	7.608	10.673	28.018	0.045	0.111	-0.152
Si	14.938	1.366	9.552	0.008	-0.005	0.003
Si	1.355	4.103	9.535	-0.001	-0.016	0.006
Si	14.972	6.814	9.486	0.014	0.009	-0.005
Si	1.364	9.482	9.499	-0.014	-0.011	-0.001
Si	14.952	12.243	9.51	0	0.01	-0.001
Si	1.344	14.979	9.537	0.011	0.019	0.001
Si	4.041	1.402	9.562	0.011	0.001	0.004
Si	6.775	4.106	9.528	-0.001	-0.004	0.001
Si	4.088	6.786	9.493	0.026	-0.012	-0.01
Si	6.83	9.492	9.53	0.005	0.009	0.005
Si	4.104	12.212	9.545	-0.014	-0.002	0.004
Si	6.827	14.96	9.538	-0.005	0.013	-0.011
Si	9.508	1.353	9.504	-0.014	0.016	-0.006
Si	12.232	4.082	9.528	0.002	-0.004	0.006
Si	9.505	6.824	9.497	0.006	0.002	0.011
Si	12.242	9.526	9.506	0.001	0.004	0.002
Si	9.578	12.218	9.532	0.002	0.012	0.016
Si	12.236	14.938	9.508	-0.014	-0.01	-0.002
Si	13.583	16.306	10.883	0.006	0.019	-0.001
Si	0.002	2.728	10.887	-0.006	-0.006	0.006
Si	13.604	5.463	10.86	0	-0.002	-0.007
Si	0.008	8.148	10.876	0.013	-0.011	0.003
Si	13.595	10.888	10.872	-0.007	-0.008	0.004
Si	-0.004	13.597	10.881	0.005	0.011	0.002
Si	2.701	16.333	10.904	-0.012	0.009	0.009
Si	5.435	2.74	10.9	-0.005	0.017	0.01
Si	2.732	5.449	10.884	-0.008	-0.006	0.01
Si	5.441	8.142	10.87	0.003	-0.002	0.004
Si	2.716	10.853	10.872	0.004	0.002	0.003
Si	5.46	13.591	10.887	0.007	-0.011	0.001
Si	8.162	16.328	10.895	-0.003	0.001	0.01
Si	10.875	2.707	10.871	0.016	-0.012	0
Si	8.147	5.467	10.872	-0.022	0.008	-0.002
Si	10.876	8.167	10.865	-0.02	0.008	0.006
Si	8.181	10.873	10.875	0.012	0.001	0.003
Si	10.904	13.591	10.898	0.014	-0.024	0.008
Si	-1.361	14.955	12.24	-0.002	-0.006	-0.001
Si	1.355	1.374	12.262	-0.001	0	0.006
Si	-1.355	4.104	12.226	0.008	0	-0.006
Si	1.372	6.806	12.244	-0.005	0.006	0.005
Si	-1.353	9.53	12.221	-0.001	0.009	-0.007
Si	1.367	12.231	12.234	-0.001	-0.008	-0.004
Si	4.084	14.955	12.237	0.003	0.013	-0.006
Si	6.791	1.36	12.25	0.002	-0.003	-0.004
Si	4.085	4.095	12.257	0.014	-0.019	0.001
Si	6.79	6.804	12.252	0.01	0.001	0.009
Si	4.077	9.501	12.235	-0.002	0	0.001
Si	6.81	12.225	12.243	-0.006	0.002	0
Si	9.524	14.956	12.24	-0.003	0.007	0
Si	12.235	1.356	12.239	-0.014	-0.014	0.007
Si	9.511	4.083	12.215	-0.004	-0.001	-0.011
Si	12.241	6.813	12.229	0.004	0.003	0.005
Si	9.522	9.516	12.242	0.001	0.003	0.006
Si	12.253	12.236	12.258	0.003	0.012	0.011
Si	0	16.315	13.6	0.002	0.007	0
Si	2.74	2.722	13.611	-0.007	0.013	-0.001
Si	0.018	5.443	13.597	0.004	-0.009	-0.006
Si	2.718	8.163	13.618	-0.005	-0.01	0.005
Si	-0.001	10.883	13.599	-0.002	-0.006	-0.003
Si	2.739	13.581	13.602	0.003	0.01	-0.005
Si	5.429	16.314	13.613	-0.004	-0.013	0.003
Si	8.164	2.719	13.59	-0.02	0.001	-0.006
Si	5.436	5.452	13.622	-0.006	0	0.006
Si	8.142	8.175	13.604	0.003	0.011	-0.001
Si	5.436	10.863	13.595	0.003	-0.002	-0.008
Si	8.156	13.598	13.599	0.005	-0.005	-0.003
Si	10.885	16.312	13.6	0.005	0.009	0.005
Si	13.602	2.741	13.572	0.01	-0.002	-0.01
Si	10.869	5.445	13.578	-0.013	-0.015	0.002
Si	13.605	8.183	13.585	0.013	0.013	0.002
Si	10.874	10.878	13.598	-0.004	-0.001	-0.008
Si	13.617	13.594	13.611	0	-0.006	0.004
O	7.975	16.03	33.5	-0.561	0.355	0.076
O	-2.564	5.666	31.034	0.395	-0.111	-0.19
O	0.866	2.903	31.151	-0.034	0.075	0.426
O	4.577	4.52	1.471	-0.262	0.175	-0.444
O	6.488	6.31	1.745	0.043	0.171	0.187
O	1.145	13.597	33.352	0.332	-0.366	-0.256
O	6.562	11.836	1.956	0.278	0.277	0.114
O	6.162	13.635	0.105	-0.448	0.04	-0.271
O	8.215	14.613	1.323	0.327	0.208	-0.111
O	12.57	1.995	1.602	0.278	-0.325	0.006
O	1.911	5.424	31.221	-0.414	-0.005	0.585
O	3.56	14.512	33.874	0.421	0.331	0.351
O	0.315	7.513	23.057	0.154	0.539	0.195
O	11.946	12.919	24.977	0.699	0.002	0.101
O	6.884	17.758	22.143	0.042	0.063	0.343
O	4.927	3.087	22.938	0.395	0.236	0.553
O	3.188	9.805	23.075	-0.298	-0.209	0.196
O	9.747	14.257	24.479	-0.458	-0.182	0.13
O	8.755	16.116	22.978	0.429	0.032	-0.166
O	5.491	10.862	23.479	-0.342	0.257	-0.006
O	11.746	4.158	30.114	-0.469	0.163	0.101
O	-3.666	9.685	33.782	-0.056	0.01	-0.144
O	4.762	12.528	26.448	0.432	-0.148	-0.448
O	3.192	7.711	31.802	-0.087	0.129	-0.216
O	8.193	6.976	27.284	-0.479	0.592	-0.033
O	0.323	1.958	0.779	-0.012	0.042	-0.046
O	10.968	16.553	27.628	0.32	-0.324	-0.468
O	1.114	16.294	28.123	-0.191	0.039	-0.196
O	3.319	17.212	32.615	0.168	-0.388	-0.277
O	1.283	12.788	24.51	0.143	0.29	-0.054
O	1.725	14.265	29.581	-0.253	-0.457	-0.176
O	5.707	15.146	32.359	-0.102	0.494	-0.176
O	6.335	17.47	26.163	0.138	0.323	-0.192
O	3.727	6.521	25.403	0.556	-0.038	-0.224
O	7.76	10.238	26.454	-0.226	-0.184	-0.162
O	5.301	8.899	33.063	-0.046	-0.021	-0.195
O	8.115	8.283	1.246	0.245	0.13	-0.331
O	6.033	17.012	28.731	0.229	-0.239	0.271
O	1.293	10.312	33.525	-0.011	0.4	0.001
O	7.334	9.433	28.981	-0.287	-0.226	-0.341
O	9.937	11.277	25.407	0.273	0.164	-0.121
O	-2.657	10.767	28.891	0.083	0.351	-0.403
O	10.011	17.774	33.655	0.232	0.134	-0.016
O	7.598	13.465	32.977	0.663	-0.297	-0.183
O	7.376	15.283	25.091	-0.123	-0.674	-0.049
O	8.011	2.49	32.439	-0.019	-0.491	0.067
O	2.123	16.243	0.393	0.481	0.031	0.239
O	8.529	7.358	29.929	0.523	0.002	0.344
O	3.979	10.421	27.9	0.366	-0.282	0.118
O	15.234	9.941	0.052	-0.424	-0.165	-0.343
O	5.196	16.253	23.99	0.207	0.686	-0.229
O	-2.26	9.568	24.326	-0.143	-0.333	0.002
O	3.898	17.584	30.152	-0.109	0.035	-0.122
O	9.912	3.43	24.155	-0.217	-0.333	-0.038
O	-1.663	11.612	25.902	0.073	-0.056	-0.008
O	3.272	4.03	24.738	0.027	-0.388	0.418
O	9.931	4.164	33.062	-0.396	0.2	-0.258
O	-0.664	18.128	29.289	0.058	-0.535	-0.1
O	-3.047	16.436	32.928	-0.228	-0.103	0.046
O	12.037	15.461	24.193	-0.142	0.056	0.347
O	3.881	13.995	24.302	0.01	-0.251	0.035
O	1.996	16.628	25.677	0.532	-0.226	-0.168
O	5.878	5.388	28.576	-0.315	-0.111	-0.525
O	-1.343	14.37	32.769	0.082	0.268	-0.448
O	1.387	9.801	28.534	-0.198	0.426	0.062
O	-3.619	8.371	28.717	-0.089	0.307	0.265
O	-2.322	13.603	27.564	-0.495	-0.132	-0.204
O	-3.332	5.834	28.468	0.509	-0.371	-0.455
O	-3.131	10.702	31.435	-0.179	0.2	-0.094
O	11.069	10.415	1.263	0.074	0.13	-0.093
O	-1.902	9.213	26.907	0.303	-0.601	-0.033
O	15.144	12.649	0.088	0.08	0.146	0.226
O	1.274	5.791	24.784	-0.249	0.244	0.733
O	3.913	12.684	29.023	-0.122	-0.317	0.399
O	6.443	16.272	0.085	0.044	-0.046	-0.555
O	8.893	4.298	0.174	-0.071	-0.416	-0.278
O	10.555	6.732	28.436	-0.145	0.141	0.358
O	4.228	15.18	29.162	0.43	-0.096	-0.313
O	3.626	6.485	29.493	-0.271	-0.279	-0.475
O	8.506	4.964	28.918	0.473	-0.306	0.011
O	11.07	12.527	27.406	0.244	0.493	0.06
O	10.499	15.889	30.165	-0.297	0.236	0.116
O	12.299	10.543	26.074	-0.142	-0.24	0.305
O	8.623	4.747	25.982	-0.548	-0.254	0.312
O	4.802	8.856	25.039	0.463	0.243	0.411
O	-3.909	13.906	32.85	0.019	-0.467	-0.278
O	-2.721	13.056	30.104	0.248	0.237	0.384
O	5.597	18.365	32.027	0.34	-0.356	0.082
O	10.124	2.602	26.671	0.022	0.302	0.467
O	-0.85	14.856	29.351	0.007	0.035	0.116
O	9.837	6.949	25.223	-0.208	0.373	-0.078
O	6.377	4.342	33.171	-0.004	0.589	-0.225
O	-1.556	3.704	24.519	-0.283	0.298	0.198
O	4.804	2.012	0.562	0.017	-0.14	-0.334
O	0.289	15.635	23.971	0.425	-0.401	-0.184
O	5.108	12.635	32.85	-0.477	-0.511	-0.15
O	-2.179	3.744	29.385	0.14	0.03	0.382
O	10.206	2.352	31.165	-0.332	-0.183	-0.39
O	4.949	7.589	27.465	0.387	0.321	-0.127
O	-2.949	8.041	31.922	-0.147	-0.179	-0.331
O	-1.175	9.608	32.923	0.157	-0.173	0.537
O	-0.291	11.027	23.414	-0.023	-0.056	0.222
O	10.555	0.379	1.409	-0.129	-0.345	-0.315
O	-3.442	15.39	29.095	0.11	0.034	0.073
O	2.429	3.749	29.253	0.638	-0.1	-0.187
O	2.32	4.966	27.005	0.273	0.133	0.488
O	3.623	17.184	27.629	0.209	0.204	-0.46
O	2.604	13.863	26.545	-0.213	0.327	0.339
O	8.437	17.243	27.752	-0.087	-0.353	0.652
O	0.668	9.872	31.013	0.281	0.302	-0.175
O	6.747	3.908	30.56	0.086	0.371	0.152
O	7.27	6.723	24.732	-0.592	0.071	0.258
O	7.647	11.903	24.401	-0.177	0.353	0.219
O	8.061	15.147	30.991	-0.278	0.478	-0.317
O	11.256	4.847	25.912	0.242	-0.104	0.415
O	11.323	11.706	29.841	-0.258	-0.289	0.241
O	7.465	8.997	31.648	0.315	0.216	-0.108
O	-1.175	17.984	32.022	0.163	-0.208	0.019
O	-0.361	17.785	25.259	0.002	0.027	0.141
O	0.165	13.158	26.904	0.064	0.347	0.613
O	6.338	11.659	28.267	-0.107	0.426	0.459
O	-2.964	17.776	24.875	-0.513	0.325	0.345
O	0.047	4.129	28.122	-0.113	0.566	-0.075
O	-1.529	14.063	25.106	-0.267	-0.106	0.005
O	2.682	8.65	26.566	-0.566	-0.24	0.03
O	9.546	13.673	29.223	-0.201	0.307	-0.405
O	-1.855	2.663	26.985	-0.255	-0.176	0.29
O	1.622	2.402	27.125	0.025	0.003	-0.571
O	-1.331	14.342	22.457	-0.607	0.039	-0.244
O	6.995	10.925	33.39	0.176	0.163	-0.15
O	3.52	13.95	31.331	-0.568	-0.336	0.184
O	6.894	3.057	28.011	-0.221	0.174	-0.192
O	9.556	16.72	25.409	0.072	0.331	-0.218
O	3.412	3.36	31.64	0.221	0.355	0.383
O	-1.922	6.127	33.557	0.18	-0.092	-0.2
O	12.116	17.86	29.556	0.139	0.247	-0.256
O	10.112	13.751	31.716	-0.139	-0.382	-0.179
O	1.959	11.246	26.464	0.054	-0.13	-0.242
O	-0.975	8.746	29.292	-0.041	-0.115	0.357
O	12.186	7.233	26.383	0.418	0.392	-0.079
O	-4.5	6.11	32.724	-0.306	0.403	-0.526
O	9.02	11.28	28.504	0.01	-0.333	0.17
O	-3.641	2.523	31.935	0.063	0.121	0.087
O	-0.374	11.937	32.194	0.088	0.308	-0.657
O	7.048	1.659	1.943	-0.016	0.181	0.09
O	5.058	15.128	26.334	0.031	-0.027	0.632
O	0.661	16.517	30.71	0.273	-0.151	0.495
O	1.29	7.58	29.948	-0.183	-0.376	-0.069
O	5.887	7.595	30.004	-0.199	0.174	0.241

Results
total energy: -103842.508 eV
total energy less fixed offsets of O -438.35, Si -107.03 eV per atom: 2.442 eV
